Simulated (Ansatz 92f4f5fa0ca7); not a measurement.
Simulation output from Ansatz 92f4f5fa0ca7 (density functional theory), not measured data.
Periodic cell of 223 atoms, Si132O90P1, from a study of silicon, its oxide and their interface. The atomic structure is a simulated model.
Doubt: the cutoff is far below the 930 eV that the study's wrapper takes by default for these files, so forces and energies are approximate.

Settings
functional: PBE
potential files: Ansatz PAW
basis: plane waves
wave-function cutoff: 580 eV
density cutoff ratio: 5
exchange-correlation grid ratio: 1
k mesh: 1 x 1 x 1, Gamma-centred
self-consistency stop: 5e-08 eV per atom in the density residual
occupations: fixed
spin: none
net charge: +1 e, with a uniform compensating background and no finite-size correction

Cell vectors (angstrom)
a 10.938 0 0
b 0 10.938 0
c 0 0 32.1988

Atoms: element, x, y, z (angstrom)
Si 10.5867 0.23 24.8601
Si 5.7354 10.6798 24.7383
Si 2.4782 2.9193 24.6389
Si 8.4274 2.4649 24.8228
Si 0.2742 5.1677 24.7549
Si 5.1528 5.7511 24.6912
Si 2.9329 8.0089 24.5937
Si 7.9354 8.4394 24.7299
Si 1.3277 1.3857 26.0354
Si 6.8427 1.3127 26.1132
Si 4.0432 4.1069 25.9877
Si 9.6061 4.0607 26.0838
Si 1.396 6.8288 25.9981
Si 6.7669 6.8558 26.0253
Si 4.1 9.5374 25.9956
Si 9.4659 9.5714 26.1404
Si 2.7273 -0.0037 27.3458
Si 8.1587 -0.0181 27.5522
Si 0.0113 2.7214 27.4873
Si 5.4397 2.7469 27.3655
Si 2.7288 5.4697 27.4295
Si 8.1846 5.4756 27.3546
Si -0.0074 8.1856 27.3737
Si 5.4393 8.2037 27.4463
Si 4.0783 1.3682 28.7389
Si 9.5804 1.3559 28.8552
Si 1.3692 4.1155 28.8232
Si 6.8269 4.107 28.7343
Si 4.0995 6.8205 28.8093
Si 9.5544 6.825 28.7462
Si 1.3679 9.5677 28.7307
Si 6.7782 9.5461 28.8708
Si 0.0205 -0.0255 30.166
Si 5.4259 0.0152 30.1652
Si 2.7396 2.7286 30.1575
Si 8.189 2.7508 30.142
Si -0.0225 5.4726 30.1473
Si 5.4821 5.4572 30.1545
Si 2.7204 8.21 30.1304
Si 8.2048 8.181 30.165
Si 1.3775 1.3553 31.536
Si 6.825 1.3809 31.5025
Si 4.1163 4.0911 31.5252
Si 9.5621 4.1003 31.5203
Si 1.3549 6.8475 31.4912
Si 6.8467 6.8159 31.5424
Si 4.0747 9.5706 31.5245
Si 9.5791 9.554 31.5289
Si 2.7402 -0.0058 0.724
Si 8.1968 0.0122 0.6652
Si -0.006 2.7298 0.6942
Si 5.4847 2.7287 0.7048
Si 2.7355 5.4955 0.6549
Si 8.2174 5.4498 0.7182
Si 0.0158 8.1876 0.6958
Si 5.4645 8.2079 0.6911
Si 4.1339 1.3594 2.0804
Si 9.5572 1.3523 2.0636
Si 1.3862 4.1273 2.0179
Si 6.8527 4.0805 2.0841
Si 4.1037 6.8286 2.0609
Si 9.5874 6.8339 2.0637
Si 1.3808 9.5397 2.0735
Si 6.8248 9.608 2.0419
Si -0.0148 -0.0513 3.3941
Si 5.4999 0.0089 3.4973
Si 2.7817 2.7971 3.3579
Si 8.1836 2.6872 3.4806
Si 0.0374 5.4703 3.4227
Si 5.4816 5.4571 3.4183
Si 2.7802 8.2094 3.4712
Si 8.1991 8.2357 3.3561
Si 1.3934 1.3894 4.6281
Si 6.8487 1.3399 4.9262
Si 4.1593 4.0786 4.8103
Si 9.6004 4.083 4.7659
Si 1.4281 6.8037 4.8123
Si 6.8257 6.9087 4.7248
Si 4.1493 9.5696 4.8661
Si 9.5327 9.5423 4.7896
Si 2.739 0.1032 6.0619
Si 8.2261 -0.067 6.2772
Si 0.0359 2.6677 6.0453
Si 5.4933 2.7381 6.2996
Si 2.8264 5.4707 6.1758
Si 8.197 5.5215 6.0521
Si 0.0024 8.1643 6.1325
Si 5.5411 8.1985 6.2639
Si 3.8303 1.584 7.5999
Si 9.8436 1.1496 7.4501
Si 1.6345 3.8025 7.3012
Si 6.66 4.4429 7.5041
Si 4.3894 6.6177 7.5519
P 9.3953 6.9451 7.3726
Si 1.1267 9.9182 7.3042
Si 7.1938 9.2114 7.6619
O 8.4149 8.0749 7.957
O 2.7086 2.7423 7.9734
O 9.5204 1.351 24.2565
O 4.0502 6.8657 24.1238
O 0.0291 0.0383 7.9706
O 5.5031 5.4989 8.0642
O 6.8471 9.572 24.19
O 1.3698 4.0634 24.1626
O 3.8082 7.3519 8.9358
O 0.8097 4.3914 8.5857
O 9.7656 6.1251 8.7288
O 2.1138 9.3941 8.5059
O 7.51 3.9472 8.8294
O 4.2661 0.9216 9.062
O 6.7709 9.5244 9.2213
O 9.2063 1.8768 8.7876
O 7.7127 3.1579 23.5184
O 10.4974 5.8449 23.445
O 5.0856 0.4347 23.3999
O 5.8595 5.0912 23.3601
O 3.1054 2.2112 23.2742
O 2.299 8.7166 23.2205
O 8.6151 7.7495 23.3948
O 0.2495 10.3431 23.5921
Si 4.3899 1.573 22.4684
Si 3.486 7.9264 14.0305
Si 7.1121 0.9582 14.6648
Si 0.9464 9.3564 22.5218
Si 1.1649 4.3077 11.864
Si 6.2611 8.9625 15.3171
Si 0.6766 1.3657 12.2907
Si 8.6262 4.9541 20.5116
Si 0.3075 5.7157 9.3443
Si 5.0993 3.1259 17.9376
Si 0.8831 3.7468 16.7445
Si 10.3991 2.8461 19.2277
Si 5.2791 1.1809 10.339
Si 0.8858 0.1769 19.8453
Si 6.6531 9.4479 10.8578
Si 9.3382 9.6786 18.3223
Si 9.388 9.2365 12.5694
Si 6.5723 3.8479 22.5872
Si 2.4059 8.0699 9.3786
Si 10.591 7.3682 17.0772
Si 2.5119 6.2911 16.5804
Si 10.1715 4.4904 14.1836
Si 6.1377 9.1869 18.514
Si 7.9677 2.5793 9.5815
Si 8.8794 2.1366 12.4555
Si 5.3395 6.2475 18.0655
Si 3.9225 0.5612 19.4656
Si 4.2636 3.8351 12.0414
Si 5.5364 6.5968 12.1329
Si 8.0113 2.5046 17.2187
Si 4.3541 2.4829 14.9617
Si 1.5373 1.2149 15.2527
Si 1.5657 9.4089 12.0463
Si 8.0431 6.8458 13.8627
Si 10.378 9.8346 15.4839
Si 9.8069 7.0141 22.5544
Si 8.1112 5.4851 17.4086
O 6.0442 7.9507 11.2824
O 6.0177 9.2021 16.8963
O 7.6789 1.3557 13.1945
O 0.9052 1.7548 13.857
O 9.4288 6.2571 16.8782
O 6.7538 6.1968 13.1316
O 5.1295 4.6627 18.6063
O 9.2262 2.155 18.2743
O 2.367 0.0997 19.0777
O 9.4077 10.2306 16.7614
O 2.7738 4.4325 11.6939
O 5.0658 10.3261 19.1035
O 9.4247 3.2317 13.5004
O 0.4558 1.7658 19.9569
O 3.1528 1.3599 15.0693
O 8.1684 5.3789 19.0221
O 3.8943 6.6031 17.3894
O 4.5773 3.2858 16.3803
O 9.0515 5.6598 14.3116
O 5.4557 2.7581 22.1366
O 10.6823 4.1584 15.6774
O 0.3355 3.8676 18.2781
O 10.4265 10.5173 19.2121
O 9.6366 10.0158 14.0268
O 10.9007 8.1282 22.0962
O 1.1843 2.1627 16.5244
O 9.7298 3.749 20.4161
O 8.1384 4.0327 16.6813
O -0.045 9.0959 11.9053
O 6.5833 2.4217 18.0067
O 5.5882 10.7076 11.1706
O 7.749 9.5945 18.8415
O 10.0281 1.0159 12.0649
O 1.2275 7.0054 9.0554
O 0.6089 4.7728 13.3305
O 5.7064 7.6247 18.9822
O 5.2245 5.0821 11.5145
O 2.7111 6.9799 15.116
O 0.8963 2.742 11.4532
O 0.8546 10.6888 15.5386
O 2.3943 8.5729 10.917
O 4.6905 2.4253 11.2674
O 4.232 3.5083 13.672
O 2.2039 4.6812 16.4945
O 10.7084 8.2494 15.6979
O 6.9192 10.2916 14.6707
O 2.3388 8.9517 13.4275
O 8.0256 1.5222 15.9086
O 4.1232 6.9953 12.8534
O 4.1753 2.0133 18.7191
O 7.2897 4.4242 21.2605
O 8.4125 2.9187 11.1078
O 1.1801 6.8636 17.3611
O 5.6501 1.5825 14.7463
O 8.1306 9.7491 11.5904
O 9.2094 6.2876 21.2342
O 8.9566 7.7044 12.8502
O 1.6494 0.1151 11.8762
O 6.6461 6.1492 17.0629
O 7.3912 7.8005 15.0327
O 1.2123 10.2935 21.2216
O 10.031 8.2004 18.355
O 3.9497 0.8567 21.0782
O 0.3105 5.331 10.9085
O 6.6942 1.581 9.6307
O 4.7724 8.703 14.6836

Results
free energy: -135859.502 eV
free energy less fixed offsets of O -568.88, P -755.39, Si -635.61 eV per atom: -4.392 eV

Forces (eV/angstrom), in the order of the atoms: element, x, y, z
Si 0.0432 -0.0497 -0.1547
Si -0.0282 0.0418 -0.2007
Si 0.0329 -0.0396 -0.1913
Si -0.0484 0.0415 -0.2025
Si -0.025 0.028 -0.201
Si 0.0227 -0.0323 -0.188
Si -0.0317 0.0218 -0.1853
Si 0.0482 -0.0424 -0.1819
Si 0.0005 0.0182 0.012
Si 0.0159 -0.0163 0.0578
Si -0.0086 0.0055 0.035
Si 0.0107 0.0026 0.03
Si 0.0125 0.009 0.0415
Si 0.0032 0.0126 0.0164
Si -0.0007 -0.0032 0.0206
Si -0.0292 0.0058 0.0499
Si -0.0061 -0.0039 -0.0711
Si -0.0159 -0.0175 0.1036
Si 0.0099 0.002 0.0816
Si -0.0029 -0.0072 -0.0664
Si 0.0011 0.0051 0.0224
Si -0.0018 -0.0161 -0.0673
Si 0.0046 -0.0122 -0.0648
Si -0.0156 -0.0178 0.0489
Si 0.0215 0.0028 0.0702
Si -0.0344 -0.0024 -0.1312
Si -0.0137 -0.0581 -0.0932
Si 0.0106 -0.0163 0.0717
Si -0.0127 0.0051 -0.0575
Si 0.0024 0.0318 0.0569
Si -0.0295 0.0029 0.0688
Si 0.1043 0.0305 -0.15
Si 0.0386 -0.0188 0.0098
Si -0.0465 0.0443 0.0221
Si -0.0082 -0.0049 0.0061
Si -0.0135 0.0107 0.0031
Si 0.003 0.0059 0.0087
Si 0.0146 -0.0128 0.005
Si 0.0037 0.0185 -0.0074
Si -0.0027 -0.0176 0.0257
Si 0.0069 -0.0092 0.0054
Si 0.0034 0.0115 -0.0041
Si 0.0043 -0.0082 -0.003
Si -0.0187 -0.0096 0.0214
Si -0.0078 0.0137 -0.0147
Si -0.0024 -0.008 0.015
Si -0.0054 -0.0165 0.026
Si 0.0193 0.0105 -0.0031
Si -0.0023 0.0238 0.0079
Si -0.0152 0.0196 -0.0297
Si 0.0436 -0.0169 -0.0018
Si -0.0127 -0.0124 -0.0104
Si 0.0198 -0.0374 -0.0265
Si -0.0055 0.0024 -0.0074
Si -0.0035 0.0048 -0.0188
Si -0.0072 0.0217 -0.0206
Si 0.0336 -0.0213 -0.029
Si -0.0193 0.0018 0.0134
Si -0.0387 0.0069 -0.0566
Si 0.0233 -0.0441 -0.0048
Si 0.0148 0.0214 0.0122
Si 0.0306 -0.0332 -0.0276
Si 0.0448 -0.0352 -0.0248
Si -0.0471 0.0368 -0.0308
Si 0.1628 0.1272 0.0664
Si -0.046 -0.0101 -0.126
Si -0.0712 -0.1416 0.1008
Si 0.0226 0.0933 -0.0715
Si -0.0805 0.0068 -0.0036
Si 0.0185 -0.0253 0.0203
Si -0.0527 0.0459 -0.075
Si 0.0226 -0.0567 0.082
Si 0.0027 -0.0221 -0.1053
Si -0.008 -0.0094 0.0835
Si 0.0674 0.0025 -0.0495
Si 0.0449 0.1013 0.0784
Si -0.0763 -0.0736 0.0704
Si 0.0435 0.0408 -0.0134
Si 0.0327 0.0353 0.0993
Si -0.1016 -0.0601 -0.0383
Si 0.0132 0.0298 -0.0816
Si -0.1017 -0.0036 -0.0038
Si 0.0284 0.0033 -0.0305
Si -0.0251 0.0182 -0.0275
Si -0.0345 -0.0356 0.012
Si -0.221 -0.226 -0.1208
Si 0.2732 0.2211 0.0782
Si -0.0083 0.0871 -0.0855
Si 0.0238 -0.0598 0.3379
Si -0.0483 0.0858 0.2867
Si 0.0546 -0.1142 0.127
Si -0.08 -0.1122 0.3146
Si -0.0273 0.0581 0.2743
P -0.5546 0.3094 0.6259
Si 0.057 0.1151 0.2705
Si -0.2025 0.1715 0.2798
O 0.5504 -0.6835 -0.2642
O 0.0294 0.0036 -0.1541
O -0.003 0.0099 0.1082
O -0.0009 0.0065 0.0939
O 0.0747 -0.1807 -0.1019
O 0.1594 -0.0359 -0.1365
O -0.0067 0.0011 0.1032
O -0.0097 -0.0001 0.1038
O -0.0146 -0.0427 -0.1574
O -0.0844 0.1049 -0.1007
O -0.2884 0.5252 -0.6791
O -0.1503 0.0857 -0.2682
O -0.045 0.1934 -0.2791
O -0.0529 0.0295 -0.2545
O 0.1915 -0.1381 -0.5947
O 0.0667 -0.0614 -0.2024
O 0.0812 -0.0678 0.1883
O 0.0736 -0.0851 0.201
O 0.0667 -0.0916 0.2013
O -0.0703 0.086 0.193
O -0.0816 0.0652 0.1915
O 0.0823 -0.0658 0.195
O -0.0801 0.0659 0.1772
O -0.0781 0.089 0.1948
Si -0.0003 -0.0062 -0.2901
Si 0.0177 -0.017 0.2794
Si -0.0148 -0.0062 0.2284
Si -0.0199 0.0192 -0.2942
Si 0.0913 -0.1859 0.4257
Si -0.0111 0.0215 0.1727
Si 0.0021 -0.0147 0.2791
Si 0.0409 -0.0417 -0.1595
Si 0.5704 -0.2863 0.5218
Si 0.0152 0.0095 0.0556
Si 0.0379 0.0104 0.1086
Si 0.0054 -0.0172 -0.0397
Si -0.0374 0.0791 0.3691
Si -0.0254 0.0477 -0.1339
Si -0.0229 -0.02 0.6081
Si -0.0229 -0.0115 0.0355
Si 0.0574 0.0096 0.3858
Si 0.0052 -0.0164 -0.2717
Si 0.2135 0.0746 0.4792
Si 0.0044 -0.0176 0.076
Si 0.0046 -0.0124 0.1353
Si -0.0423 0.0119 0.2694
Si 0.005 -0.0084 0.0449
Si 0.0013 -0.132 0.4419
Si 0.0175 -0.0671 0.3623
Si -0.0056 0.0027 0.0204
Si 0.0136 -0.0264 -0.134
Si 0.0038 0.0288 0.3105
Si -0.0433 -0.0709 0.3131
Si -0.0064 0.0239 0.0815
Si 0.0103 -0.0462 0.2279
Si 0.0233 -0.0191 0.1948
Si -0.0343 0.0983 0.366
Si -0.0012 0.008 0.2474
Si 0.0209 -0.027 0.2069
Si -0.0105 0.0025 -0.2703
Si -0.0168 0.0071 0.0202
O 0.0572 0.1385 -0.1913
O 0.0037 -0.005 -0.1014
O 0.0547 0.0372 -0.1769
O -0.038 0.0072 -0.2053
O 0.0006 0.0004 -0.0296
O -0.0772 0.0023 -0.1461
O 0.001 -0.0082 -0.0038
O -0.0034 0.0006 -0.0077
O -0.0083 -0.0021 0.0349
O 0.0166 0.0075 -0.0732
O -0.0715 0.0385 -0.12
O -0.0124 0.0146 0.0165
O -0.0211 -0.0494 -0.133
O 0.0072 -0.0088 0.0304
O 0.0046 0.0101 -0.0655
O 0.0048 -0.0049 0.0521
O -0.0241 0.0005 -0.0411
O -0.0217 -0.0198 -0.1077
O -0.0005 0.0072 -0.0812
O 0.0032 0.0097 0.0907
O -0.0407 0.0169 -0.1352
O 0.0027 0.0006 -0.0262
O 0.0184 0.0006 0.0228
O -0.0437 -0.0193 -0.2049
O 0.004 -0.0045 0.0905
O 0.0024 -0.0247 -0.0644
O -0.0257 0.0322 0.0516
O 0.0081 -0.0031 -0.0283
O 0.0415 -0.0217 -0.1266
O 0.004 -0.0041 -0.0192
O 0.0183 -0.0003 -0.154
O 0.0043 0.0008 -0.0075
O -0.0089 0.004 -0.1008
O -0.2021 -0.0283 -0.1815
O 0.0779 0.0049 -0.2308
O 0.0021 0.0012 -0.0036
O 0.0004 -0.0182 -0.1018
O 0.0289 0.0548 -0.1401
O -0.0035 0.0899 -0.1333
O 0.0037 0.0146 -0.0651
O 0.0247 -0.1365 -0.3468
O 0.0501 -0.1268 -0.1811
O -0.0041 0.0669 -0.2279
O -0.0074 -0.0101 -0.0401
O -0.0066 0.033 -0.077
O 0.0153 0.0146 -0.0755
O -0.0683 0.0435 -0.176
O -0.0165 -0.0372 -0.1064
O 0.0649 -0.04 -0.1574
O -0.0061 -0.0085 0.0152
O -0.0606 -0.0333 0.1326
O -0.0573 0.0654 -0.308
O 0.0057 0.0012 -0.0321
O -0.0012 0.009 -0.0715
O -0.1398 0.0073 -0.2157
O 0.0319 0.0634 0.1305
O 0.0281 0.047 -0.1418
O 0.0153 -0.0387 -0.1059
O 0.0144 -0.0004 -0.0234
O 0.0355 -0.0459 -0.1015
O 0.0033 -0.0714 0.1693
O 0.0056 -0.0007 -0.0134
O 0.0209 0.043 0.1797
O -0.1879 0.1931 -0.414
O 0.0485 0.0061 -0.1539
O -0.0463 -0.0213 -0.0929

The program warned: the cutoff lies below the one the program advises for these potential files; the exchange-correlation potential is rough where the density is thin.
